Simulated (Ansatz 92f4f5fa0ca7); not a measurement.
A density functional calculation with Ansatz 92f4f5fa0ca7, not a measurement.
Periodic cell of 218 atoms, Si134O84, from a study of silicon, its oxide and their interface. The atomic structure is a simulated model.
Doubt: the cutoff is far below the 930 eV that the study's wrapper takes by default for these files, so forces and energies are approximate.
This geometry differs little from another in the collection (a relaxation step or a small displacement).

Settings: functional PBE; potential files Ansatz PAW; basis plane waves; wave-function cutoff 580 eV; density cutoff ratio 5; exchange-correlation grid ratio 1; k mesh 1 x 1 x 1, Gamma-centred; self-consistency stop 5e-08 eV per atom in the density residual; occupations fixed; spin none; net charge 0.

Cell vectors (angstrom)
a 10.938 0 0
b 0 10.938 0
c 0 0 31.4765

Atoms: element, x, y, z (angstrom)
Si 0.5805 -0.5074 24.2701
Si 5.9541 -0.418 24.2822
Si 2.3076 3.3311 23.9519
Si 7.5251 3.4436 24.0704
Si 0.6393 5.1646 23.7511
Si 5.7721 5.0954 23.9578
Si 2.4457 8.8606 24.2504
Si 7.5869 8.7887 23.9836
Si 1.3899 1.4912 25.2958
Si 6.8693 1.487 25.344
Si 4.0766 4.1551 25.3098
Si 9.6123 4.2696 25.0429
Si 1.4551 6.865 25.2236
Si 6.7663 6.9103 25.1906
Si 4.1579 9.6783 25.6034
Si 9.5443 9.5167 25.2611
Si 2.7029 0.1296 26.7477
Si 8.2542 0.0441 26.6641
Si -0.096 2.7934 26.6061
Si 5.4015 2.7309 26.698
Si 2.7573 5.5316 26.6869
Si 8.234 5.5517 26.5777
Si -0.0278 8.1392 26.6398
Si 5.4623 8.1485 26.7462
Si 4.1018 1.3673 28.0582
Si 9.5708 1.3673 28.0582
Si 1.3673 4.1018 28.0582
Si 6.8362 4.1018 28.0582
Si 4.1018 6.8362 28.0582
Si 9.5708 6.8362 28.0582
Si 1.3673 9.5708 28.0582
Si 6.8362 9.5708 28.0582
Si 0 0 29.4255
Si 5.469 0 29.4255
Si 2.7345 2.7345 29.4255
Si 8.2035 2.7345 29.4255
Si 0 5.469 29.4255
Si 5.469 5.469 29.4255
Si 2.7345 8.2035 29.4255
Si 8.2035 8.2035 29.4255
Si 1.3673 1.3673 30.7927
Si 6.8362 1.3673 30.7927
Si 4.1018 4.1018 30.7927
Si 9.5708 4.1018 30.7927
Si 1.3673 6.8362 30.7927
Si 6.8362 6.8362 30.7927
Si 4.1018 9.5708 30.7927
Si 9.5708 9.5708 30.7927
Si 2.7345 0 0.6835
Si 8.2035 0 0.6835
Si 0 2.7345 0.6835
Si 5.469 2.7345 0.6835
Si 2.7345 5.469 0.6835
Si 8.2035 5.469 0.6835
Si 0 8.2035 0.6835
Si 5.469 8.2035 0.6835
Si 4.1018 1.3673 2.0507
Si 9.5708 1.3673 2.0507
Si 1.3673 4.1018 2.0507
Si 6.8362 4.1018 2.0507
Si 4.1018 6.8362 2.0507
Si 9.5708 6.8362 2.0507
Si 1.3673 9.5708 2.0507
Si 6.8362 9.5708 2.0507
Si 0 0 3.418
Si 5.469 0 3.418
Si 2.7345 2.7345 3.418
Si 8.2035 2.7345 3.418
Si 0 5.469 3.418
Si 5.469 5.469 3.418
Si 2.7345 8.2035 3.418
Si 8.2035 8.2035 3.418
Si 1.3468 1.3714 4.7939
Si 6.9023 1.3319 4.8578
Si 4.1078 4.0538 4.6987
Si 9.6427 4.0336 4.9391
Si 1.3672 6.7437 4.8702
Si 6.8646 6.8227 4.6872
Si 4.1199 9.5449 4.7997
Si 9.5472 9.5732 4.6988
Si 2.6917 -0.05 6.113
Si 8.2861 -0.1103 6.2344
Si 0.1317 2.5799 6.4667
Si 5.4451 2.7308 6.0905
Si 2.7251 5.197 6.1969
Si 8.1648 5.5225 6.1181
Si -0.1189 8.188 6.0655
Si 5.5356 8.1423 6.0926
Si 3.812 1.6016 7.3613
Si 10.1956 0.5605 7.5416
Si 2.1288 3.33 7.715
Si 6.2715 4.6348 7.253
Si 4.5246 6.3057 7.195
Si 8.9999 7.3782 7.3985
Si 1.0195 9.7558 7.36
Si 7.2142 9.1131 7.4968
O 6.5065 9.7659 8.9147
O 2.0694 3.6741 9.408
O 1.5844 8.6563 8.5274
O -0.0564 -0.708 11.1126
O 9.7258 6.8491 8.8066
O 4.6608 0.7645 8.5456
O 3.7109 6.7937 8.5584
O 9.6288 0.6757 9.1259
O 5.2763 -0.0881 22.79
O 7.4616 2.9521 22.4855
O 3.0906 2.8915 22.5021
O 5.2588 5.2958 22.3471
O 7.5388 8.3912 22.3356
O 1.6549 3.799 19.1771
O 3.3752 8.8442 22.8123
O 0.0825 -0.1936 22.7421
Si 1.9246 2.7151 10.7418
Si 7.3419 0.9154 14.6481
Si -7.2269 0.4864 11.8221
Si 8.2994 2.549 21.1884
Si -3.5673 11.33 19.2564
Si 9.8388 12.1934 17.6472
Si 6.1076 7.2807 19.0268
Si 5.072 10.3863 9.4257
Si 8.1106 4.7822 13.8446
Si 1.4285 6.6626 21.1114
Si 5.3325 5.1366 12.5364
Si -1.0922 9.9142 14.5091
Si 9.5753 6.4266 10.357
Si -2.6217 14.1209 16.304
Si 2.9019 8.0129 9.2718
Si 7.2057 4.3247 10.269
Si -0.5672 0.7439 10.5691
Si 4.3707 5.6376 21.029
Si 0.9602 5.0963 18.4807
Si 1.3725 6.8956 11.79
Si 0.0229 9.0242 20.1372
Si 5.0361 6.796 16.3627
Si -6.0762 9.9947 19.0301
Si -2.7443 2.2979 12.1764
Si -2.5238 7.7027 12.731
Si 4.6373 10.5677 14.4122
Si -1.6271 14.6637 18.8921
Si 3.2412 3.4153 19.0572
Si 3.1867 9.3998 16.7631
Si 2.4889 4.3734 13.2102
Si 2.9349 4.5172 16.2891
Si 2.6196 1.8202 21.3646
Si 0.1781 9.5436 17.1455
Si 4.0233 -0.8112 22.0307
Si 10.8482 0.7661 21.4585
Si 0.9196 -1.0715 12.3823
Si 8.0684 8.5657 20.8094
Si -5.3958 7.8253 13.6298
O -4.0626 8.195 12.8016
O 9.6685 8.3933 20.8756
O -4.7863 -0.1366 14.9603
O 7.5557 -3.5454 19.7713
O -0.0965 8.7321 18.5246
O 1.6095 3.4498 12.1827
O -4.1311 4.1294 8.7325
O -3.5665 1.7686 20.1124
O 10.0646 9.1834 15.9568
O -0.8231 2.2763 18.8941
O 1.1458 6.2908 19.5404
O 8.4418 0.4444 18.0036
O 3.3537 2.0126 19.8964
O 5.9845 6.3959 17.6495
O 1.9648 5.9 12.9426
O 0.2935 10.4632 13.7951
O 0.6947 1.7313 10.3969
O 5.9873 -5.833 11.0422
O 4.5742 -1.2503 20.5813
O -1.498 12.4535 21.6651
O 1.7047 5.3378 17.036
O 11.9368 12.8926 21.2874
O 3.5082 3.4159 17.4153
O 12.1894 8.3026 20.9605
O 3.631 10.523 15.6737
O 3.4531 -0.8671 18.2279
O 0.4447 5.9366 22.2191
O 4.1947 5.4788 15.9109
O 4.1891 4.4505 19.9008
O 7.3587 2.8317 10.8946
O 7.1853 -8.7565 15.682
O 2.3973 10.4508 12.0227
O 8.638 5.0889 10.4481
O 4.0466 15.1103 12.7352
O -2.1036 7.6392 11.1655
O 4.5568 9.1063 13.6845
O 5.0648 6.8222 20.1656
O -1.5595 1.3158 11.7116
O 4.204 0.7937 13.3596
O 5.9777 7.3016 15.1254
O -2.2606 6.2393 13.4163
O 9.6932 13.2145 16.3606
O 5.8261 11.2721 18.7155
O -5.1841 8.7619 18.4693
O 4.7763 6.6381 12.838
O 4.9923 10.7936 11.0214
O 8.8364 3.9239 20.439
O -2.9082 3.6433 17.8553
O -2.4814 4.5358 15.4157
O 7.1711 1.4693 13.1292
O 2.9199 6.1805 21.5313
O 3.2656 12.7574 11.0028
O -2.152 11.1188 14.7661
O 0.9474 8.253 12.5822
O 0.0973 6.1738 11.0494
O -3.2285 10.0564 20.2213
O 0.1201 0.2315 17.3738
O 3.9348 7.9679 16.6267
O 0.0262 10.655 20.2104
O -1.6789 8.8064 13.513
O -9.3171 -1.8237 16.5773
O 2.4748 7.3435 10.6931
O 2.3784 14.9266 14.8202
O 3.9316 9.2481 9.3313
O 8.8218 3.5715 13.0051
O 13.8012 0.3012 21.8592
O -0.642 15.8136 18.3037
O 6.4954 4.7121 13.6072

Results
free energy: -132954.975 eV
free energy less fixed offsets of O -568.88, Si -635.61 eV per atom: 2.685 eV

Forces (eV/angstrom), in the order of the atoms: element, x, y, z
Si -0.3968 0.4366 -0.075
Si -0.5034 0.5708 -0.1517
Si 0.5448 -0.4519 -0.1664
Si 0.4951 -0.5737 -0.1658
Si -0.3463 0.606 -0.282
Si -0.3879 0.356 -0.5331
Si 0.5488 -0.3725 -0.2873
Si 0.3322 -0.4687 -0.4919
Si -0.0977 -0.0437 -0.055
Si 0.0456 0.0236 0.1049
Si -0.0889 -0.0422 0.1692
Si -0.0846 -0.1724 0.1036
Si 0.0141 0.1601 0.0475
Si 0.0498 -0.1081 0.2371
Si 0.0506 -0.0185 0.1384
Si 0.104 0.1599 0.1461
Si 0.0563 0.1112 0.2314
Si -0.1626 -0.17 0.0441
Si 0.0946 0.1136 -0.012
Si 0.0474 0.0317 0.0383
Si -0.0831 -0.1306 0.0751
Si -0.138 -0.0279 0.0034
Si 0.0217 -0.01 0.0746
Si 0.0657 0.0357 0.0504
Si -0.0245 0.3524 0.9001
Si 0.1507 0.2918 0.0246
Si -0.2235 0.1613 -0.5194
Si 0.1273 0.209 -0.6824
Si -0.0428 -0.1404 0.6878
Si -0.0168 -0.1154 0.0746
Si -0.2953 0.0272 -0.4514
Si 0.2801 0.1075 -0.2216
Si 0.0588 -0.0067 -0.0181
Si -0.0405 0.0308 -0.0292
Si 0.158 -0.0668 0.0156
Si 0.01 -0.0146 -0.0499
Si -0.0661 -0.0427 -0.0118
Si -0.0163 0.0438 0.0023
Si 0.111 -0.0192 -0.0302
Si 0.0944 0.0737 -0.0083
Si -0.0195 0.0346 -0.0006
Si -0.0041 -0.0237 -0.0376
Si -0.0391 0.0386 -0.0021
Si 0.0319 -0.0076 -0.0267
Si -0.0416 0.0494 -0.048
Si -0.0374 -0.0043 -0.0117
Si -0.0294 -0.0088 -0.0464
Si -0.0587 0.0108 0.0094
Si 0.1384 -0.0562 0
Si -0.032 0.0423 0.0184
Si -0.061 -0.0009 0.0018
Si 0.0024 -0.0868 0.0063
Si 0.0548 0.0418 0.0099
Si 0.0696 -0.0267 -0.0076
Si 0.0649 -0.0508 0.0142
Si -0.0394 0.0512 0.0022
Si -0.1093 0.0082 0.0175
Si 0.0799 0.0033 -0.0402
Si -0.0331 -0.0732 -0.0338
Si -0.062 0.0964 0.033
Si -0.0232 -0.0376 -0.0316
Si -0.1273 0.0567 0.0187
Si -0.0668 0.0263 0.0541
Si 0.0097 -0.0603 -0.0587
Si -0.0822 0.2715 -0.2921
Si 0.2337 0.0227 0.4129
Si -0.2594 -0.3405 -0.4955
Si 0.3839 -0.0998 0.75
Si -0.0127 -0.4279 0.5895
Si -0.1501 -0.0313 -0.5167
Si -0.0699 -0.4447 0.5547
Si -0.0375 0.0733 -0.8987
Si 0.1142 -0.0365 -0.0422
Si -0.0414 -0.0314 -0.0202
Si -0.0245 -0.0815 -0.0719
Si -0.0038 0.0717 -0.018
Si -0.0055 0.044 -0.0223
Si 0.0113 0.0767 -0.0459
Si 0.0417 0.0204 0.0546
Si 0.0501 -0.0552 -0.0566
Si 0.0106 0.0691 -0.0248
Si 0.0559 0.0268 -0.0182
Si -0.017 -0.1253 0.0342
Si 0.0101 0.1414 0.0251
Si 0.1211 0.1223 -0.102
Si -0.1331 0.0173 0.2349
Si -0.0529 -0.001 -0.1106
Si 0.0074 -0.0578 0.1497
Si 0.513 -0.5874 -0.0796
Si -0.3479 0.3119 0.0986
Si -0.3218 0.4689 0.4226
Si 0.4881 -0.3691 -0.064
Si -0.5444 0.3419 -0.0409
Si 0.4248 -0.4276 0.0491
Si 0.2219 -0.6233 -0.1159
Si -0.5616 0.4659 0.1377
O 0.2215 -0.1312 -0.1995
O 0.1047 -0.092 -0.504
O -0.084 0.2029 0.0293
O -0.0139 0.0394 -0.187
O -0.0657 0.1663 -0.1574
O -0.0826 0.2015 -0.0297
O 0.0054 0.0288 0.1985
O 0.0714 -0.1438 -0.2826
O 0.113 -0.205 0.0707
O -0.1644 0.2835 0.2272
O -0.2063 0.2767 0.2552
O 0.3378 -0.1807 0.5436
O -0.1152 0.1704 0.5755
O 0.096 -0.0191 0.1254
O -0.3276 0.0477 0.0767
O 0.058 -0.0367 -0.1546
Si -0.0414 0.0004 0.3655
Si -0.0171 0.0019 0.0695
Si -0.1967 -0.0275 0.4325
Si -0.0894 0.0399 -0.397
Si -0.075 0.0166 -0.2156
Si 0.0312 -0.0671 -0.0095
Si 0.0298 0.1433 -0.2445
Si -0.0536 0.0509 0.1446
Si 0.011 0.0387 0.0495
Si -0.0582 0.0396 -0.496
Si -0.0048 -0.0041 0.2476
Si 0.0491 -0.0002 0.1092
Si -0.0137 0.0479 0.3353
Si -0.0119 0.0403 -0.0117
Si -0.023 -0.1189 0.0661
Si -0.057 -0.0449 0.2542
Si -0.1266 0.0166 0.3672
Si 0.0024 0.0112 -0.4106
Si -0.1109 -0.1525 -0.1419
Si -0.1331 0.0511 0.3482
Si -0.1242 -0.0799 -0.2285
Si 0.0355 0.085 -0.0432
Si 0.1947 0.0928 -0.2992
Si -0.0347 0.1312 0.22
Si -0.0466 -0.0699 0.2174
Si 0.0418 0.0153 0.0836
Si 0.0167 -0.0075 -0.2946
Si -0.0989 0.0957 -0.2023
Si 0.0077 0.0922 -0.0954
Si 0.108 0.1973 0.1268
Si -0.0141 0.0424 -0.1143
Si -0.0215 -0.0584 -0.3682
Si -0.0356 0.0737 -0.1936
Si 0.1508 -0.1698 -0.1672
Si 0.0579 -0.1628 -0.1161
Si 0.0187 -0.0915 0.2363
Si 0.0728 0.1383 -0.4453
Si -0.0013 -0.0123 0.0889
O 0.029 0.009 -0.1141
O 0.0596 -0.0563 0.1071
O -0.0077 0.0073 0.0073
O 0.0109 0.0228 0.1687
O 0.0385 -0.0538 0.228
O -0.0393 -0.1201 -0.2329
O -0.1329 0.087 -0.0471
O -0.0185 0.0646 0.1422
O 0.0532 -0.0032 0.0474
O 0.0139 0.0527 0.1449
O 0.0243 0.1725 0.2799
O -0.0358 -0.0148 0.1384
O -0.0839 -0.1257 0.2808
O -0.0474 -0.0018 0.0849
O -0.03 -0.0162 -0.0909
O -0.0226 0.0227 -0.0965
O 0.0508 0.0448 -0.1297
O 0.0231 0.0052 -0.1276
O -0.1242 -0.0047 0.2411
O 0.0951 -0.1027 0.1479
O 0.0307 -0.0083 0.0672
O 0.0346 0.0648 0.069
O -0.0094 0.0222 0.0808
O 0.0755 -0.0436 0.1543
O -0.0102 -0.0221 0.006
O 0.0433 -0.0255 0.1288
O 0.0243 -0.4095 0.506
O -0.0288 -0.026 0.0889
O 0.0214 0.0146 0.0978
O -0.055 -0.0279 -0.1246
O 0.0293 -0.0052 -0.0011
O 0.088 0.0041 -0.1132
O 0.0373 0.029 -0.1125
O 0.0303 -0.0426 -0.0906
O 0.0013 -0.002 -0.144
O 0.0076 -0.053 -0.0733
O -0.1034 -0.053 0.1892
O 0.0577 -0.0312 -0.1102
O -0.0207 0.0348 -0.1897
O -0.0497 -0.0014 0.0741
O 0.0105 0.0507 -0.0672
O -0.0259 -0.0187 0.0084
O -0.0194 -0.0137 0.1334
O -0.024 -0.028 0.1137
O 0.0262 -0.0138 -0.1054
O 0.1683 -0.0139 -0.2617
O 0.0076 -0.0617 0.1123
O 0.003 0.0094 0.0619
O -0.0282 -0.018 -0.0133
O 0.0142 0.039 -0.1631
O 0.0474 0.0261 0.1816
O 0.0724 0.0467 -0.1731
O 0.015 0.0216 -0.0016
O 0.014 -0.0017 -0.1316
O -0.0943 -0.0575 -0.1851
O -0.0124 -0.1436 0.1218
O 0 0.0089 0.0257
O -0.0005 -0.0692 0.0302
O 0.0185 0.1279 0.0912
O -0.0024 -0.0065 -0.0982
O 0.0009 -0.0685 -0.0021
O 0.1997 0.1501 -0.3453
O 0.0276 -0.0718 0.0117
O 0.0328 -0.0122 -0.1226
O 0.0373 -0.0734 -0.105
O -0.0566 0.0263 0.0694
O 0.0592 0.0535 0.0964
O -0.0749 -0.0265 -0.0667

The program warned: the cutoff lies below the one the program advises for these potential files; the exchange-correlation potential is rough where the density is thin.
